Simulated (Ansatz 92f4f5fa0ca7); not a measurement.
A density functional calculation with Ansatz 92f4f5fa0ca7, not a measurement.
Periodic cell of 216 atoms, Si133O82H1, from a study of silicon, its oxide and their interface. The atomic structure is a simulated model.
Doubt: the cutoff is far below the 930 eV that the study's wrapper takes by default for these files, so forces and energies are approximate.

Settings
functional: PBE
potential files: Ansatz PAW
basis: plane waves
wave-function cutoff: 580 eV
density cutoff ratio: 5
exchange-correlation grid ratio: 1
k mesh: 1 x 1 x 1, Gamma-centred
self-consistency stop: 5e-08 eV per atom in the density residual
occupations: fixed
spin: none
net charge: +1 e, with a uniform compensating background and no finite-size correction

Cell vectors (angstrom)
a 10.938 0 0
b 0 10.938 0
c 0 0 31.6209

Atoms and the computed forces on them: element, x, y, z (angstrom), force x, y, z (eV/angstrom)
Si 0.4632 -0.5245 24.2871 -0.0005 0.0054 0.0653
Si 4.7004 0.4916 24.0935 0.0119 -0.015 0.0421
Si 3.1709 2.4193 24.1137 -0.0008 -0.0102 0.0004
Si 7.7078 3.2028 24.198 0.0387 0.006 -0.0007
Si -0.7462 6.2313 24.3514 0.0267 -0.0547 0.0677
Si 5.9745 4.9662 24.4042 -0.0337 -0.0153 0.0466
Si 2.0171 8.5427 24.1996 -0.0254 -0.0132 0.0406
Si 8.6448 8.1404 24.2533 0.0704 0.0394 0.0505
Si 1.3832 1.4113 25.3415 -0.0087 -0.0349 0.0113
Si 6.6774 1.3571 25.3132 -0.0238 0.0035 -0.0158
Si 4.1398 4.0526 25.576 0.0453 0.0098 -0.0094
Si 9.459 4.2043 25.4132 0.0164 0.0271 -0.0083
Si 1.2091 6.8383 25.58 -0.0285 0.0113 -0.0227
Si 6.8604 6.9612 25.3612 -0.027 -0.0478 0.0112
Si 3.909 9.5637 25.3416 0.0219 0.0456 -0.0051
Si 9.6483 9.6575 25.6808 -0.0109 -0.0066 0.0234
Si 2.6774 0.0298 26.8239 -0.0128 0.0025 0.0051
Si 8.1179 0.082 26.7943 0.0374 0.0051 0.0257
Si -0.0286 2.7773 26.736 -0.0148 0.0056 -0.0051
Si 5.4787 2.6789 26.8922 -0.0141 -0.0052 0.026
Si 2.7114 5.4714 26.8196 0.0018 0.0021 0.0259
Si 8.1489 5.555 26.8463 0.0192 0.0271 0.0128
Si -0.0165 8.2216 26.9849 -0.0178 0.0044 0.0201
Si 5.4044 8.2542 26.7355 -0.003 0.011 -0.0036
Si 4.1018 1.3673 28.2027 -0.1556 -0.448 0.3148
Si 9.5708 1.3673 28.2027 -0.1858 0.3853 -0.5453
Si 1.3673 4.1018 28.2027 -0.188 -0.1094 -0.3474
Si 6.8362 4.1018 28.2027 -0.0122 0.1288 0.0886
Si 4.1018 6.8362 28.2027 -0.0124 0.1583 -0.4693
Si 9.5708 6.8362 28.2027 -0.3312 -0.1953 0.7528
Si 1.3673 9.5708 28.2027 0.2216 0.4098 0.6764
Si 6.8362 9.5708 28.2027 -0.3275 0.1026 -0.5413
Si 0 0 29.5699 0.0614 -0.0787 0.005
Si 5.469 0 29.5699 -0.1221 -0.0873 0.0519
Si 2.7345 2.7345 29.5699 -0.0095 -0.0798 -0.0256
Si 8.2035 2.7345 29.5699 0.1909 0.0939 0.0316
Si 0 5.469 29.5699 -0.0845 -0.0607 0.0217
Si 5.469 5.469 29.5699 -0.0106 -0.081 -0.0211
Si 2.7345 8.2035 29.5699 0.0865 0.0994 0.0501
Si 8.2035 8.2035 29.5699 0.0377 -0.1292 0.0064
Si 1.3673 1.3673 30.9372 -0.0292 0.0612 0.0005
Si 6.8362 1.3673 30.9372 -0.0332 0.0207 -0.0609
Si 4.1018 4.1018 30.9372 -0.0247 0.0479 -0.0018
Si 9.5708 4.1018 30.9372 -0.0024 0.0423 -0.0071
Si 1.3673 6.8362 30.9372 -0.0336 -0.017 -0.0546
Si 6.8362 6.8362 30.9372 -0.0224 0.0546 0.0101
Si 4.1018 9.5708 30.9372 0.0585 -0.0096 0.0065
Si 9.5708 9.5708 30.9372 -0.063 0.0523 -0.0066
Si 2.7345 0 0.6835 0.0402 -0.0825 -0.0269
Si 8.2035 0 0.6835 0.0011 0.0485 0.0064
Si 0 2.7345 0.6835 -0.0105 -0.0257 0.0304
Si 5.469 2.7345 0.6835 0.0536 -0.0694 0.0169
Si 2.7345 5.469 0.6835 -0.0138 0.0362 0.011
Si 8.2035 5.469 0.6835 0.1246 -0.1086 -0.0204
Si 0 8.2035 0.6835 0.0407 -0.0427 0.0099
Si 5.469 8.2035 0.6835 -0.0594 -0.0095 0.0446
Si 4.1018 1.3673 2.0507 -0.0864 0.0632 -0.0712
Si 9.5708 1.3673 2.0507 -0.0662 -0.071 0.02
Si 1.3673 4.1018 2.0507 0.0956 0.0963 0.042
Si 6.8362 4.1018 2.0507 0.0468 0.2214 -0.055
Si 4.1018 6.8362 2.0507 -0.0374 -0.1337 0.0156
Si 9.5708 6.8362 2.0507 -0.1225 0.0204 -0.0596
Si 1.3673 9.5708 2.0507 -0.0031 0.1189 -0.0316
Si 6.8362 9.5708 2.0507 0.0609 0.0128 0.0281
Si 0 0 3.418 0.0659 -0.3299 -0.234
Si 5.469 0 3.418 -0.3382 -0.0643 0.5423
Si 2.7345 2.7345 3.418 0.3394 -0.3726 -0.4606
Si 8.2035 2.7345 3.418 0.102 -0.1262 0.2031
Si 0 5.469 3.418 0.2022 0.3913 0.3836
Si 5.469 5.469 3.418 0.1865 0.0143 -0.8505
Si 2.7345 8.2035 3.418 -0.082 0.0848 0.6489
Si 8.2035 8.2035 3.418 0.346 -0.1316 -0.4458
Si 1.413 1.3239 4.7318 -0.0074 -0.0094 -0.0069
Si 6.873 1.3261 4.8126 0.0329 0.0016 0.0111
Si 4.218 4.0284 4.6943 0.02 0.0826 -0.0136
Si 9.6246 4.0753 4.7816 -0.0327 0.002 0.0067
Si 1.3722 6.8643 4.9015 0.0201 0.0201 -0.0144
Si 6.8028 6.8686 4.7099 -0.0911 0.0467 -0.0392
Si 4.0795 9.5641 4.9015 -0.0205 -0.0141 -0.0204
Si 9.6594 9.4568 4.7713 0.0122 0.0096 0.0205
Si 2.6208 -0.0158 6.2899 0.0099 -0.0003 -0.0129
Si 8.2799 -0.1071 6.0555 0.0146 -0.0045 0.0016
Si 0.1623 2.7658 6.0878 0.0105 -0.0507 0.0444
Si 5.5325 2.7011 6.2027 0.0044 -0.008 -0.0033
Si 2.9329 5.4379 6.0127 -0.0022 -0.0703 0.0362
Si 8.1976 5.4985 5.9979 0.1128 -0.017 0.0129
Si -0.016 8.2198 6.4556 -0.0364 -0.0415 -0.018
Si 5.5685 8.2122 6.227 0.031 0.0077 0.0368
Si 3.6783 1.7953 7.3613 -0.0072 -0.0086 0.0051
Si 9.9994 1.009 7.1524 -0.016 0.0184 -0.0659
Si 2.0853 3.6273 7.2159 -0.0052 0.0598 -0.0436
Si 6.5273 4.5686 7.3117 -0.3094 0.0359 -0.2925
Si 4.6682 6.3478 7.3558 0.004 0.016 -0.0528
Si 8.9126 7.2355 7.3983 0.0273 0.0241 0.0237
Si 0.7038 10.2229 7.6945 0.0026 0.0281 0.0251
Si 7.4427 9.0951 7.4375 -0.0636 0.0156 -0.0527
O 7.8726 4.0122 8.9722 0.3958 -0.094 0.3854
O 7.4553 9.3348 9.0907 0.0171 -0.0002 0.0372
O 8.463 6.6605 8.9685 0.0296 0.0242 -0.0086
O 0.7753 10.2086 9.3872 0.0047 -0.0066 0.0015
O 4.0656 1.3975 8.938 0.0039 -0.0018 0.0213
O 2.0067 4.3168 8.7264 -0.0422 0.0128 0.0566
O 9.2244 1.7258 8.429 0.0372 -0.0242 0.03
O 4.0624 6.7947 8.8175 0.0067 0.0066 0.0024
O 8.5866 9.0302 22.7946 -0.0228 -0.0218 -0.0118
O 8.2744 2.8186 22.6705 -0.0042 -0.0027 0.0089
O 5.1197 5.1712 23.0124 -0.0163 0.0198 -0.0556
O 8.0972 2.8536 20.0001 -0.0066 0.0092 -0.0069
O 10.8478 10.5049 22.7221 0.0098 0.009 -0.05
O -0.4336 6.3184 22.7226 -0.0101 0.0136 -0.0647
O 1.8509 7.881 22.6449 0.0027 0.0001 -0.0194
O 4.6254 -0.0529 22.5094 -0.0203 -0.0045 -0.0146
Si 8.8996 5.2651 9.66 -0.136 -0.1775 -0.0087
Si 0.3356 10.3279 10.9697 -0.012 0.0051 -0.0031
Si 4.3506 7.0909 10.3861 -0.0006 0.0162 -0.0311
Si 1.9313 9.9803 16.2865 -0.0135 0.0129 -0.026
Si -4.6758 6.4495 15.0477 -0.0016 0.0007 -0.0284
Si 1.9029 3.1825 18.5049 -0.0136 0.006 -0.0081
Si 14.2243 6.5679 14.3312 -0.0028 0.0005 -0.0399
Si 5.4463 0.124 21.1098 0.0155 0.0077 -0.0141
Si 3.8335 -0.0629 13.9953 -0.0109 -0.0081 -0.0324
Si 5.3075 1.0264 9.9142 0.0379 -0.012 0.0042
Si 8.1235 2.3355 9.4012 -0.0039 0.1971 0.0005
Si 0.3886 12.6586 16.4084 -0.0044 -0.0022 -0.0195
Si 0.9571 6.6703 21.9482 0.0228 -0.0207 -0.0141
Si 4.6797 1.7047 18.5898 0.0011 -0.0146 -0.0198
Si 7.9958 1.8908 21.3531 -0.0201 0.0157 0.0013
Si 2.7404 8.8096 12.3129 0.0007 0.0196 -0.0577
Si 6.8854 3.8686 19.4968 0.0146 -0.0135 0.0054
Si 6.1845 -4.647 17.9587 -0.0022 -0.0009 -0.012
Si 4.2477 2.4832 12.4395 0.0293 -0.0148 -0.0762
Si 10.3991 2.2728 11.3433 -0.0506 -0.0207 -0.0626
Si 5.1804 5.4534 21.4351 -0.0195 -0.0033 0.0104
Si -1.8095 -3.9408 14.2095 -0.0036 0.0117 -0.038
Si 2.7567 8.7139 18.6817 -0.0047 -0.0114 -0.0131
Si -4.5041 3.5654 14.235 0.0102 -0.0164 -0.0309
Si 2.9144 4.9295 11.8616 -0.0188 -0.0055 -0.0591
Si 11.8035 4.4545 9.8482 0.0189 0.0248 -0.0928
Si 5.4385 -2.6959 20.1967 -0.0066 -0.0173 0.0296
Si 10.3833 8.359 16.5877 -0.0022 0.0182 -0.0235
Si 2.5489 4.0178 21.3722 -0.0028 -0.0042 -0.0125
Si -1.8237 4.4084 12.7416 -0.0332 0.0439 -0.0782
Si 8.9633 10.9583 15.4103 0.0049 0.011 -0.0233
Si 10.9749 8.4 19.618 -0.0128 -0.0123 0.0146
Si 6.541 9.2281 10.448 -0.0129 0.0156 -0.0249
Si -1.4098 10.0516 21.8684 -0.0116 0.0032 -0.0251
Si -4.8789 0.8272 15.8583 0.0175 0.0072 -0.0125
Si 8.8378 9.5801 12.5498 -0.017 0.007 -0.0534
Si 3.0723 5.926 17.439 -0.0136 -0.0077 -0.0022
O 0.2588 0.9036 11.6044 -0.0026 -0.0147 0.017
O 2.865 5.2594 13.4464 0.0038 0.0047 0.0262
O 8.7993 2.1774 10.8783 0.0297 -0.0057 -0.0136
O 6.2444 4.8324 15.2133 -0.0061 0.0104 0.0207
O 3.9187 4.6728 20.7498 0.0211 0.0156 0
O 2.8254 2.9039 22.5447 -0.0002 0.0082 0.0055
O -9.8757 0.2931 16.8083 0.0076 -0.0048 0.0089
O 4.2121 5.6773 11.1865 0.0061 0.0051 0.0248
O 5.1693 1.7116 11.3586 -0.0128 0.0053 0.0159
O 2.4726 18.0991 18.2934 0.0039 0.0065 -0.0002
O 10.3089 3.2727 12.6333 0.0105 0.0012 0.0336
O 5.1813 7.0821 21.3169 0.0072 0.0045 -0.0249
O 4.5671 0.6475 19.8357 -0.0035 0.0037 -0.01
O 3.1871 8.0771 10.93 0.0098 -0.0079 0.023
O -4.5699 2.2562 15.1547 -0.0027 -0.0163 0.0303
O 2.5617 -0.5522 14.8571 0.0042 -0.0012 0.0184
O 1.7154 3.3516 20.1297 0.0091 0.0029 0.0129
O 8.7184 5.061 11.2572 0.0367 0.0016 0.0467
O 5.2935 0.9706 17.2705 -0.0043 0.0179 0.0172
O 11.4526 7.0612 20.4312 -0.0061 0.0168 -0.0104
O -1.1172 1.3655 15.812 -0.0037 -0.0059 0.0091
O 6.5375 7.0191 16.5422 -0.0007 -0.0033 0.0119
O 1.3414 -1.4042 11.9483 0.005 -0.0055 0.0182
O 6.4749 1.331 21.4489 0.0068 0.0047 0.0048
O -3.7699 5.0137 18.3321 0.0043 -0.0077 0.0033
O -2.0547 -0.2166 13.752 0.003 -0.0055 0.0218
O -1.187 9.8142 11.2062 0.0317 0.01 0.0199
O 9.9215 -1.6891 20.5105 0.0106 -0.0165 -0.0291
O 10.4646 5.1637 9.2199 0.0633 -0.0131 0.0363
O 12.4345 5.2963 11.0966 0.0109 -0.0045 0.0465
O -5.5434 10.3641 10.1544 0.0081 -0.0006 0.0195
O 5.8264 7.7597 10.5686 -0.0041 -0.0113 0.0212
O 0.5386 2.582 17.8088 0.0121 0.0075 0.0126
O 2.2146 4.616 17.8044 0.0026 -0.0033 0.0044
O 1.7745 5.2749 22.0324 -0.0148 -0.0072 0.0064
O 0.9865 8.6542 16.1332 0.0024 -0.0091 0.0174
O -4.7857 -1.3316 20.7637 0.002 -0.0109 -0.0024
O 7.3476 9.486 11.8505 0.014 -0.0043 0.033
O 3.0799 3.3189 11.6764 0.0006 0.0061 0.0238
O 15.8261 6.9339 14.3161 -0.0015 -0.0003 0.0218
O 6.5144 4.7754 20.8078 -0.0068 0.0049 0.0107
O -9.7504 13.4867 15.2521 -0.0307 0.0119 -0.038
O -1.2025 16.537 13.6338 0.0079 -0.0146 0.0079
O -3.4378 -4.0056 14.1286 0.0037 0.0022 0.0199
O -1.3929 -1.2635 16.1829 0.0059 -0.0163 0.0134
O 10.2809 8.0096 18.1798 0.0012 0.0033 0.0034
O 9.4676 8.224 13.2009 0.0026 -0.0012 0.0328
O 3.5652 12.393 13.4777 -0.0024 0.0042 0.0233
O -3.1089 3.6941 13.406 0.0169 0.0079 0.0089
O 5.6522 2.9511 18.9682 -0.0027 -0.0005 -0.0009
O 3.9845 -2.1666 19.7127 0.0128 0.0031 0.0002
O 6.6872 1.6325 9.2352 -0.0924 -0.0552 0.0189
O -3.4504 0.1221 16.0604 -0.0176 0.0093 0.0031
O 6.3183 7.5211 19.0286 -0.0045 0.0174 0.0141
O 12.3206 9.2987 19.3422 0.0033 0.0099 0.003
O 2.8627 6.2728 15.8562 -0.0006 -0.0006 0.0175
O 2.5149 7.7922 13.5673 -0.0008 -0.0007 0.0261
O 8.902 0.539 21.3502 -0.0054 0.0002 0.0018
O -7.8244 9.6011 17.351 0.0103 0.0037 0.0124
O 3.9114 9.8809 12.702 -0.0149 -0.0093 0.0322
O 4.6476 5.7303 17.8378 0.0031 0.0008 0.0028
O 5.2198 3.5552 13.1628 -0.0066 0.0023 0.0237
O 3.1772 2.197 18.2223 0.0108 -0.0042 0.0053
O 11.2974 2.9582 10.1886 -0.002 0.0053 0.0114
O 5.206 -0.1257 14.846 -0.0005 -0.0018 0.0184
O -1.1724 7.1343 15.6986 0.0051 0.0026 0.0185
H -10.2193 13.6559 14.4176 0.0306 -0.0091 0.0465

Results
free energy: -131202.578 eV
free energy less fixed offsets of H -15.97, O -568.88, Si -635.61 eV per atom: -2.318 eV

The program warned: the cutoff lies below the one the program advises for these potential files; the forces do not sum to zero within the program's tolerance; the exchange-correlation potential is rough where the density is thin.
